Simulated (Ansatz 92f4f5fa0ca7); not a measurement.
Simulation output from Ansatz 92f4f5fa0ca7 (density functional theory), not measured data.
Periodic cell of 220 atoms, Si132O88, from a study of silicon, its oxide and their interface. The atomic structure is a simulated model.
Doubt: the cutoff is far below the 930 eV that the study's wrapper takes by default for these files, so forces and energies are approximate.
This geometry differs little from another in the collection (a relaxation step or a small displacement).

Settings
functional: PBE
potential files: Ansatz PAW
basis: plane waves
wave-function cutoff: 580 eV
density cutoff ratio: 5
exchange-correlation grid ratio: 1
k mesh: 1 x 1 x 1, Gamma-centred
self-consistency stop: 5e-08 eV per atom in the density residual
occupations: fixed
spin: none
net charge: 0

Cell vectors (angstrom)
a  10.938  0  0
b  0  10.938  0
c  0  0  32.7997

Atoms: element, x, y, z (angstrom)
Si  -0.2341  0.3443  25.286
Si  5.769  -0.1502  25.3221
Si  2.5357  3.0864  25.3473
Si  8.4766  2.6021  25.235
Si  0.2992  5.3114  25.3263
Si  5.2011  5.7964  25.4257
Si  2.9998  8.04  25.3503
Si  7.988  8.5464  25.3513
Si  1.3697  1.4539  26.6128
Si  6.9003  1.446  26.6182
Si  4.0816  4.1921  26.7232
Si  9.6155  4.1509  26.6069
Si  1.4053  6.8929  26.6684
Si  6.8474  6.9286  26.655
Si  4.1526  9.6374  26.6319
Si  9.5795  9.6832  26.6458
Si  2.7181  0.0294  27.9767
Si  8.1904  0.0441  28.0384
Si  -0.0128  2.7596  28.0235
Si  5.4661  2.7527  27.9968
Si  2.7027  5.5087  28.0771
Si  8.1994  5.4869  27.9797
Si  -0.021  8.2405  27.9922
Si  5.4561  8.2374  28.0416
Si  4.1018  1.3673  29.3814
Si  9.5708  1.3673  29.3814
Si  1.3673  4.1018  29.3814
Si  6.8362  4.1018  29.3814
Si  4.1018  6.8362  29.3814
Si  9.5708  6.8362  29.3814
Si  1.3673  9.5708  29.3814
Si  6.8362  9.5708  29.3814
Si  0  0  30.7487
Si  5.469  0  30.7487
Si  2.7345  2.7345  30.7487
Si  8.2035  2.7345  30.7487
Si  0  5.469  30.7487
Si  5.469  5.469  30.7487
Si  2.7345  8.2035  30.7487
Si  8.2035  8.2035  30.7487
Si  1.3673  1.3673  32.1159
Si  6.8362  1.3673  32.1159
Si  4.1018  4.1018  32.1159
Si  9.5708  4.1018  32.1159
Si  1.3673  6.8362  32.1159
Si  6.8362  6.8362  32.1159
Si  4.1018  9.5708  32.1159
Si  9.5708  9.5708  32.1159
Si  2.7345  0  0.6835
Si  8.2035  0  0.6835
Si  0  2.7345  0.6835
Si  5.469  2.7345  0.6835
Si  2.7345  5.469  0.6835
Si  8.2035  5.469  0.6835
Si  0  8.2035  0.6835
Si  5.469  8.2035  0.6835
Si  4.1018  1.3673  2.0507
Si  9.5708  1.3673  2.0507
Si  1.3673  4.1018  2.0507
Si  6.8362  4.1018  2.0507
Si  4.1018  6.8362  2.0507
Si  9.5708  6.8362  2.0507
Si  1.3673  9.5708  2.0507
Si  6.8362  9.5708  2.0507
Si  0  0  3.418
Si  5.469  0  3.418
Si  2.7345  2.7345  3.418
Si  8.2035  2.7345  3.418
Si  0  5.469  3.418
Si  5.469  5.469  3.418
Si  2.7345  8.2035  3.418
Si  8.2035  8.2035  3.418
Si  1.3705  1.3583  4.7959
Si  6.7907  1.3734  4.8329
Si  4.1152  4.0183  4.8659
Si  9.5785  4.0707  4.8517
Si  1.4128  6.7598  4.7801
Si  6.9146  6.7676  4.7643
Si  4.1341  9.5526  4.7935
Si  9.5719  9.5458  4.6102
Si  2.7018  -0.0742  6.1599
Si  8.2196  -0.1088  5.9561
Si  -0.0384  2.6441  6.2393
Si  5.3631  2.5472  6.4065
Si  2.7004  5.3593  6.2429
Si  8.1503  5.3486  6.2709
Si  -0.1218  8.1152  5.9057
Si  5.5615  8.161  6.0641
Si  3.6894  1.2976  7.8366
Si  9.7031  0.9338  7.4063
Si  1.5617  3.7028  7.6106
Si  6.4688  4.2495  7.6399
Si  4.3844  6.6118  7.3216
Si  9.3911  7.0135  7.4022
Si  0.9766  9.6762  7.1903
Si  7.1998  9.274  7.3688
O  1.4057  4.182  24.8115
O  6.8548  9.6365  24.8124
O  2.6613  2.5679  8.1506
O  8.2829  8.1385  7.9294
O  5.3975  5.4684  7.9435
O  -0.0339  -0.1118  7.8405
O  4.0947  6.8956  24.8553
O  9.5725  1.4445  24.7476
O  1.4607  8.743  8.4461
O  0.8031  4.2613  8.9642
O  8.8009  1.1796  8.7828
O  6.7866  10.2192  8.6763
O  3.9568  0.4838  9.3083
O  3.9895  7.6275  8.5467
O  6.8589  3.7492  9.174
O  10.3336  6.4661  8.6196
O  3.2889  2.4815  24.0147
O  5.1667  0.5731  23.9693
O  7.8587  3.3278  23.8706
O  10.6058  6.0181  23.9781
O  8.7034  7.9052  24.0159
O  2.3519  8.7082  23.9919
O  5.8309  5.058  24.1136
O  0.4726  10.6281  23.9457
Si  3.7051  10.5078  10.6761
Si  0.937  3.2381  12.6523
Si  -2.4689  -1.9144  11.7311
Si  4.4607  1.7779  23.1285
Si  -6.2196  -7.5616  17.2574
Si  3.3625  -11.0748  15.8866
Si  1.1956  9.4315  23.1018
Si  15.763  8.415  17.4463
Si  -1.9112  3.1818  12.6086
Si  -1.31  4.2937  19.1196
Si  2.423  0.5368  21.1193
Si  4.9932  12.9508  14.6635
Si  10.7986  18.1828  11.9292
Si  2.522  0.8691  13.1812
Si  7.7088  11.2083  9.6202
Si  0.2244  6.0114  17.0817
Si  5.4348  -2.1923  12.4888
Si  2.5827  -2.969  9.3367
Si  3.8778  3.4913  12.2033
Si  7.9427  6.0641  20.9784
Si  7.2712  -2.4014  19.2334
Si  10.3665  5.2874  14.1887
Si  2.3873  1.3642  18.2636
Si  9.7478  -2.1867  17.3884
Si  6.6087  2.941  10.5611
Si  -3.1317  1.3863  14.5961
Si  0.1064  1.9837  20.094
Si  8.9214  -0.0196  19.1717
Si  6.5972  4.054  23.1057
Si  9.9005  7.2272  23.1444
Si  7.6877  2.3533  17.5564
Si  11.4548  5.7555  9.5795
Si  6.4044  7.7761  14.9253
Si  4.5145  -4.6854  13.7197
Si  3.3634  6.0856  16.7175
Si  8.7666  -1.4973  14.6855
O  5.898  7.7292  16.4495
O  5.7349  -2.0502  18.7176
O  7.8827  2.2744  15.9467
O  -1.7853  -1.35  13.13
O  6.9282  -2.4903  11.9041
O  14.6052  7.3198  17.751
O  1.1986  1.6323  21.2528
O  3.8507  13.0487  13.3687
O  -2.043  1.7861  13.4714
O  -0.0034  5.7226  11.1063
O  6.1797  2.95  17.8635
O  8.4839  5.2647  19.6881
O  -3.0921  -0.1717  15.0207
O  -0.6311  5.4958  15.7984
O  -0.0734  7.572  17.4739
O  -0.4614  3.0396  11.8309
O  7.1183  -3.6023  20.3423
O  10.7852  5.1209  18.3742
O  3.7658  1.1034  21.8257
O  -8.6173  3.4759  11.7391
O  7.9144  0.8856  18.237
O  10.3673  14.3846  20.3106
O  3.6263  6.3994  15.1049
O  0.9237  1.9956  18.6473
O  1.7948  -5.2026  16.807
O  6.691  12.2734  10.3312
O  7.7581  14.3497  11.6161
O  9.3555  -3.1478  11.2084
O  11.9959  19.1269  11.8678
O  0.7798  4.3903  13.7892
O  -0.5636  -4.2146  13.5001
O  3.0864  9.0603  10.428
O  1.9912  6.4761  9.603
O  5.0552  14.1386  11.1416
O  4.6928  0.7712  15.629
O  2.7856  0.3733  19.5165
O  4.2137  4.7856  13.0772
O  9.2244  6.6056  21.813
O  5.6286  9.0013  14.1166
O  -1.1265  0.9062  20.164
O  7.0624  4.999  21.8549
O  -2.9556  -2.9102  14.8957
O  1.9162  -0.8732  21.7738
O  -0.8948  -0.8807  18.3331
O  2.2442  0.5541  16.8445
O  2.7374  -0.2327  14.3522
O  5.5612  2.8798  22.6192
O  8.8701  -7.6261  18.079
O  3.5642  2.4754  17.9855
O  -1.0539  -1.5921  15.8594
O  2.6964  0.4576  11.6429
O  1.2348  1.7978  13.4295
O  -6.9785  -1.3916  16.6652
O  6.3705  12.7439  13.8801
O  4.7937  -7.6357  15.5944
O  0.0724  8.3286  22.6742
O  7.9275  -1.0708  19.9532
O  4.4206  -3.5266  12.5263
O  -2.6527  -2.7542  17.9591
O  4.9429  10.1136  11.7131
O  9.0749  4.402  13.6877
O  8.4694  -0.6197  10.7349
O  4.3008  -6.0094  17.4054
O  6.0778  -4.6067  14.2229

Results
free energy: -133959.656 eV
free energy less fixed offsets of O -568.88, Si -635.61 eV per atom: 2.304 eV

Forces (eV/angstrom), in the order of the atoms: element, x, y, z
Si  -0.0113  0.0108  -0.0043
Si  0.0056  -0.0049  0.0045
Si  -0.0088  0.0112  -0.0063
Si  0.0058  -0.0076  0.0026
Si  0.009  -0.0091  -0.0008
Si  -0.0132  0.008  -0.0191
Si  0.0065  -0.0119  0.003
Si  -0.0037  0.0074  -0.0007
Si  -0.0044  0.0043  0.0109
Si  0.0089  -0.0065  0.0094
Si  -0.0083  0.0081  0.0085
Si  0.0047  -0.0067  0.0074
Si  0.0123  -0.005  0.0096
Si  -0.0028  0.006  0.0135
Si  0.0067  -0.0053  0.011
Si  -0.0065  0.0097  0.0107
Si  0.0051  -0.0003  -0.0002
Si  -0.0003  0.0004  -0.006
Si  -0.0004  0.002  -0.002
Si  0.0004  0.0016  -0.0024
Si  0.0003  0.0027  -0.0081
Si  0.0006  0.0033  -0.0005
Si  0.0025  -0.0026  -0.0019
Si  -0.0008  0.0019  -0.0066
Si  -0.0225  0.0157  -0.2074
Si  0.0473  0.151  0.2126
Si  -0.1867  0.0178  0.3048
Si  0.0537  0.0808  -0.1803
Si  0.0389  0.2024  0.33
Si  -0.0257  0.0633  -0.2146
Si  0.0096  0.1081  -0.208
Si  0.0054  0.1805  0.1936
Si  0.0231  0.0445  -0.0253
Si  0.0667  -0.0537  0.0008
Si  0.0091  0.0424  -0.0132
Si  0.0975  -0.0041  -0.0019
Si  0.0545  -0.0497  0.0089
Si  0.0141  0.0545  -0.0212
Si  0.091  -0.0069  -0.0072
Si  0.0097  0.027  -0.023
Si  -0.0271  -0.0538  -0.0077
Si  -0.0527  0.0296  -0.0218
Si  0.0097  -0.003  -0.0115
Si  -0.0647  0.0451  -0.0165
Si  -0.0281  0.0631  -0.0323
Si  0.0068  0.0007  -0.0056
Si  -0.0724  0.0139  -0.0243
Si  0.0196  -0.0101  -0.0123
Si  0.0665  -0.0434  0.0179
Si  0.0145  -0.0275  0.0253
Si  0.0077  0.029  0.0013
Si  0.0251  -0.0189  0.0369
Si  -0.0138  0.0026  0.0163
Si  0.0681  -0.0232  0.0206
Si  0.0423  -0.0738  0.0262
Si  0.0123  0.0399  -0.0017
Si  -0.0694  -0.0416  0.0144
Si  0.0247  -0.0395  0.0153
Si  -0.0603  -0.0409  0.0317
Si  -0.0561  0.0316  0.0117
Si  -0.0519  0.004  0.0419
Si  -0.0922  0.0623  -0.0385
Si  -0.0476  0.0884  -0.0167
Si  -0.0818  -0.1292  0.0054
Si  0.4629  0.269  -0.5851
Si  -0.0599  0.1392  0.0523
Si  0.0301  -0.0176  0.128
Si  -0.1322  0.0462  0.4387
Si  -0.0674  -0.2886  0.1553
Si  0.0018  -0.4073  0.3313
Si  0.141  -0.1447  0.1591
Si  -0.2399  -0.5534  -0.9478
Si  -0.0301  -0.0171  0.0124
Si  0.0006  0.0094  0.0056
Si  0.0107  0.0034  -0.0097
Si  -0.0114  0.0013  0.0025
Si  -0.0207  0.0066  -0.014
Si  -0.0079  -0.0147  0.0067
Si  -0.0026  0.0267  -0.0036
Si  0.0199  0.0465  0.0164
Si  -0.0204  0.0004  0.0434
Si  0.0187  -0.0002  -0.0037
Si  0.0029  -0.0129  -0.0124
Si  -0.0058  0.0061  -0.0197
Si  -0.0177  -0.0349  -0.0022
Si  0.0109  -0.0012  0.0015
Si  0.0121  -0.0212  0.0447
Si  -0.0045  -0.0248  0.0163
Si  0.0201  0.0139  0.0098
Si  -0.0293  0.0022  -0.0401
Si  0.0163  -0.033  0.0036
Si  -0.0197  0.0381  0.0165
Si  -0.0088  0.0428  0.0278
Si  0.0063  -0.0261  -0.0013
Si  0.0364  -0.1973  0.5374
Si  0.0376  0.0027  0.0189
O  -0.0004  0.0029  -0.0073
O  -0.0023  -0.0009  -0.0116
O  0.0116  -0.0262  0.0079
O  -0.007  0.0244  0.0025
O  0.0361  -0.0431  -0.0027
O  0.1962  -0.1934  -0.0798
O  0.0035  -0.0012  -0.0046
O  -0.0012  0.0001  -0.0071
O  0.3408  0.1058  -0.0384
O  0.0235  0.0152  -0.0633
O  -0.0152  -0.0153  0.0221
O  0.0258  0.0234  0.0266
O  -0.0168  -0.0279  0.0223
O  -0.4117  0.1679  0.1741
O  -0.008  -0.0216  0.0266
O  0.0078  -0.0151  -0.0269
O  -0.0028  0.0016  0.0074
O  0.0009  -0.0002  0.0043
O  -0.0021  0.0065  -0.0006
O  0.002  0.0006  0.0069
O  -0.0009  0.0034  0.0076
O  -0.0008  0.0009  0.0041
O  0.0013  0.0034  0.0107
O  0  -0.0001  0.0075
Si  -0.0022  -0.0527  -0.0268
Si  -0.0104  0.0277  -0.0307
Si  0.138  -0.1789  -0.1408
Si  0.0032  0.0036  -0.0107
Si  -0.0019  -0.0048  -0.0096
Si  0.0329  0.02  0.0264
Si  -0.0023  0.0003  -0.0119
Si  -0.0095  -0.0081  0.0159
Si  -0.0189  -0.0072  -0.006
Si  -0.0212  -0.0002  0.0102
Si  0.0007  0.0002  -0.0049
Si  -0.0397  0.0307  -0.0548
Si  -1.2836  -1.1716  0.2474
Si  -0.0755  -0.0541  -0.0947
Si  0.0047  -0.018  0.0255
Si  0.0305  -0.014  0.015
Si  -0.0342  0.056  -0.0283
Si  -0.189  0.2805  0.0777
Si  0.021  0.0506  -0.0801
Si  0.001  -0.0119  -0.0048
Si  -0.0056  0.009  0.0192
Si  0.0702  -0.0785  -0.1457
Si  0.0065  0.0091  0.0163
Si  -0.007  -0.0092  0.0498
Si  -0.0146  -0.0039  -0.0259
Si  -0.0188  0.0295  -0.0153
Si  0.0008  0.0072  -0.0079
Si  -0.0054  0.0027  0.0107
Si  -0.0015  0.0055  -0.0128
Si  0.0018  0.0057  -0.013
Si  -0.0114  0.0034  0.0161
Si  0.0109  -0.0363  0.1037
Si  -0.0235  -0.0148  0.0095
Si  0.0317  0.014  -0.0019
Si  0.009  -0.006  0.0001
Si  -0.0656  0.0009  0.0812
O  0.0089  0.0008  -0.0091
O  -0.0024  -0.0027  -0.008
O  0.0029  -0.0008  -0.0033
O  0.0226  -0.0371  -0.0907
O  0.0342  0.0266  -0.0019
O  0.0116  0.0143  -0.0108
O  0.0037  -0.0021  0.0018
O  0.1294  0.0243  0.0866
O  -0.004  -0.0081  0.0073
O  -0.1481  0.4813  0.2775
O  0.0014  0.0033  -0.0056
O  0.0054  0.0043  0.0057
O  0.0402  -0.0434  -0.0253
O  -0.0401  -0.0201  0.1942
O  -0.0126  0.0417  -0.0095
O  0.0407  -0.0029  0.0008
O  -0.0013  0.0086  -0.0044
O  0.0077  -0.0057  0.0026
O  -0.0021  0  0.0022
O  -0.0098  -0.0093  0.0248
O  0.0025  -0.0038  0.0008
O  0.01  -0.0103  0.0065
O  0.0076  0.0086  -0.0067
O  -0.0059  -0.0054  0.0075
O  -0.0058  0.0092  -0.0068
O  0.0129  -0.0013  -0.0065
O  -0.0075  -0.0028  -0.0052
O  0.3089  -0.0594  0.3725
O  0.8064  0.598  -0.1827
O  0.0036  -0.0368  0.0121
O  0.197  0.5383  -0.8394
O  -0.0694  -0.2869  -0.5059
O  0.0004  0.2619  -0.0979
O  -0.0001  -0.0052  0.0162
O  -0.0262  -0.023  0.0161
O  -0.0054  0.0041  -0.0048
O  0.0016  0.0223  0.0079
O  -0.0004  0.0023  0.0027
O  0.0163  -0.0102  -0.0287
O  0.0053  0.0062  -0.0008
O  0.0005  0.0008  0.0096
O  0.0312  0.0383  -0.0085
O  -0.0005  0.0016  0.0024
O  -0.0016  -0.0123  -0.0207
O  -0.0054  -0.0043  -0.0057
O  -0.0231  -0.017  -0.0219
O  0.0022  0.0028  0.0061
O  0.0007  0.0026  -0.0094
O  -0.009  -0.0055  -0.0022
O  -0.0034  0.003  -0.0245
O  -0.0154  0.0462  0.1419
O  0.0321  -0.0412  -0.0108
O  0.0025  -0.0031  -0.0085
O  0.0196  -0.0107  0.0074
O  -0.0039  -0.0149  0.0088
O  0.0015  0.0006  0.0074
O  -0.0036  -0.009  -0.0089
O  0.0144  -0.0256  0.0531
O  0.0131  0.0047  -0.0186
O  -0.0267  -0.0369  -0.0023
O  -0.0188  0.0031  -0.0078
O  -0.0468  0.0066  0.0009
O  -0.007  0.0115  -0.0038
O  -0.0226  0.0107  -0.0086

The program warned: the cutoff lies below the one the program advises for these potential files; the forces do not sum to zero within the program's tolerance; the exchange-correlation potential is rough where the density is thin.
